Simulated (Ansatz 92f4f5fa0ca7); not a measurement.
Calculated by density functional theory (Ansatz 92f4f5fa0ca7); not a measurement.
Periodic cell of 224 atoms, Si134O86N4, from a study of silicon, its oxide and their interface. The atomic structure is a simulated model.
This geometry differs little from another in the collection (a relaxation step or a small displacement).

Settings
functional: r2SCAN
potential files: Ansatz PAW
basis: plane waves
wave-function cutoff: 800 eV
density cutoff ratio: 5
exchange-correlation grid ratio: 1
k mesh: 1 x 1 x 1, shifted by 0.5 0.5 0 of a step
self-consistency stop: 1e-10 eV per atom in the density residual
occupations: fixed
spin: none
net charge: 0

Cell vectors (angstrom)
a, 10.88, 0, 0
b, 0, 10.88, 0
c, 0, 0, 31.6662

Atoms and the computed forces on them: element, x, y, z (angstrom), force x, y, z (eV/angstrom)
Si, 0.3145, -0.5016, -0.0496, 0.0004, 0.004, 0.0007
Si, 2.4899, 3.0979, -0.4402, 0.0008, 0.0027, 0.0047
Si, 0.2092, 5.2732, -0.1472, 0.0024, -0.0013, 0.0064
Si, 2.6712, 8.3138, 0.2284, 0.0016, -0.0023, -0.0006
Si, 5.876, -0.4388, -0.0935, 0.0019, 0.0067, -0.0019
Si, 8.0234, 2.6954, 0.2618, 0.0008, 0.0005, 0.0012
Si, 4.8676, 6.1495, -0.2721, 0.002, 0.0015, 0.0018
Si, 8.1197, 8.524, 0.0053, 0.0069, -0.0019, 0.0013
Si, 1.4255, 1.3768, 0.9491, -0.002, 0.0014, -0.0016
Si, 3.9837, 4.2778, 1.0365, -0.0005, 0.0013, -0.0001
Si, 1.331, 6.76, 1.3265, 0.0026, -0.002, 0
Si, 4.2151, 9.5678, 1.4502, -0.0011, -0.001, 0.0007
Si, 6.6366, 1.2955, 1.3921, 0.0008, 0.0008, 0.0022
Si, 9.5507, 4.1308, 1.2486, 0.001, -0.0001, 0.0011
Si, 6.6671, 7.0045, 1.1242, -0.0012, 0.0002, -0.0015
Si, 9.6564, 9.4436, 1.4731, -0.0023, -0.0017, 0.0011
Si, 0.045, 2.6695, 2.4926, -0.0013, -0.0007, 0.0007
Si, 2.7672, 0.1538, 2.5457, 0.0022, 0.0019, 0.0014
Si, 0.0523, 8.0763, 2.7769, -0.0004, 0.0004, -0.0001
Si, 2.678, 5.3909, 2.639, -0.0009, -0.0013, -0.0011
Si, 5.3149, 2.8582, 2.5172, 0.0007, -0.0002, -0.0006
Si, 8.1423, -0.0462, 2.6704, -0.002, -0.0014, -0.0012
Si, 5.4398, 8.132, 2.7711, -0.0025, -0.0031, 0.0014
Si, 8.1059, 5.5529, 2.478, 0.0017, 0.0002, 0.0002
Si, 1.3277, 4.0171, 3.9579, -0.0012, -0.0001, 0
Si, 4.0448, 1.4894, 3.9685, -0.0008, -0.0003, 0.0007
Si, 1.4398, 9.5708, 3.9317, 0.0001, -0.0016, -0.0003
Si, 4.0488, 6.7397, 4.0118, 0.001, -0.0006, -0.0014
Si, 6.7824, 4.1392, 3.8605, -0.0008, -0.0006, 0.0003
Si, 9.5354, 1.3669, 3.9165, -0.0013, 0.0007, -0.0011
Si, 6.821, 9.5027, 4.0653, 0.0005, 0.0002, -0.0004
Si, 9.4632, 6.7713, 4.0075, -0.0003, 0.0002, 0.0007
Si, 0.0158, 0.0007, 5.2873, -0.0007, 0.0006, -0.0001
Si, 2.6901, 2.7455, 5.3758, 0.0003, 0.0007, 0.0001
Si, -0.0308, 5.3954, 5.3157, 0.0002, -0.0005, -0.0003
Si, 2.7369, 8.1803, 5.3191, -0.0002, 0.0005, -0.0005
Si, 5.4281, 0.0601, 5.3036, -0.0001, 0, -0.0007
Si, 8.1573, 2.7535, 5.2355, 0.0002, 0.0006, 0.0002
Si, 5.448, 5.4179, 5.3308, -0.001, 0.0003, -0.0008
Si, 8.1738, 8.1481, 5.398, -0.001, -0.0002, -0.0003
Si, 1.3511, 1.3434, 6.6837, -0.0002, 0.0004, -0.0002
Si, 4.0851, 4.0823, 6.7028, -0.0005, -0.0011, 0.0001
Si, 1.3492, 6.806, 6.6498, -0.0002, 0.0001, 0.0001
Si, 4.0995, 9.5273, 6.6659, -0.0005, -0.0006, 0.0002
Si, 6.8231, 1.3973, 6.6482, 0, -0.0001, 0.0001
Si, 9.5001, 4.0498, 6.6708, -0.0008, 0, -0.0001
Si, 6.7918, 6.7842, 6.6993, 0.0006, 0.0002, -0.0002
Si, 9.5587, 9.5288, 6.6885, -0.0001, -0.0003, -0.0001
Si, -0.0061, 2.7008, 8.0313, -0.0001, -0.0003, -0.0002
Si, 2.7211, -0.023, 8.0168, -0.0008, -0.0005, -0.0002
Si, 0.0139, 8.154, 8.0459, -0.0007, 0.0003, -0.0001
Si, 2.7319, 5.4686, 8.0296, 0.0005, 0.0003, -0.0001
Si, 5.4521, 2.7203, 8.0392, -0.001, 0, 0.0001
Si, 8.1826, 0.0182, 8.0176, 0.0009, 0.0007, -0.0004
Si, 5.4485, 8.1654, 8.0389, 0.0007, 0.0002, -0.0004
Si, 8.1477, 5.4115, 8.0239, -0.0012, -0.0007, 0.0004
Si, 1.3672, 4.0827, 9.3583, -0.0008, -0.0004, 0.0002
Si, 4.0985, 1.3178, 9.3575, -0.0004, -0.0002, 0
Si, 1.3933, 9.5059, 9.4041, -0.0004, -0.0021, 0.0004
Si, 4.116, 6.7899, 9.4151, -0.0013, 0.0015, 0.0001
Si, 6.792, 4.0898, 9.41, 0.001, -0.0017, -0.0002
Si, 9.5455, 1.344, 9.4115, 0, 0.0007, 0.0006
Si, 6.8107, 9.5353, 9.3737, -0.0004, 0.0003, 0.0004
Si, 9.5003, 6.7782, 9.3567, 0.0005, -0.0005, 0.0008
Si, 0.0359, -0.0229, 10.7791, 0, -0.0002, 0.0001
Si, 2.7479, 2.6951, 10.6742, 0.0003, -0.0003, -0.0008
Si, -0.015, 5.4324, 10.7058, -0.0006, -0.0005, 0.0018
Si, 2.7833, 8.167, 10.7508, 0, -0.001, 0.0019
Si, 5.4546, -0.003, 10.7602, 0.0005, -0.0007, 0.0008
Si, 8.1586, 2.7183, 10.7199, -0.0007, -0.0003, 0.0009
Si, 5.464, 5.4355, 10.8321, -0.0018, -0.0006, -0.0033
Si, 8.1237, 8.1188, 10.7067, -0.0009, 0.0005, -0.0011
Si, 1.4333, 1.3878, 12.0946, -0.0025, -0.0007, -0.0012
Si, 4.1055, 3.9647, 12.0962, -0.0035, -0.0033, -0.0004
Si, 1.3835, 6.7884, 12.0083, 0.0009, 0.0009, -0.0022
Si, 4.1445, 9.5001, 12.1552, -0.0044, -0.0016, -0.0028
Si, 6.8173, 1.3804, 12.0938, 0.0024, 0.001, -0.0024
Si, 9.4913, 4.083, 12.0654, -0.0006, -0.0026, -0.0008
Si, 6.8127, 6.8434, 12.211, 0.0015, 0.0021, 0.0007
Si, 9.5021, 9.434, 12.0319, 0.0008, -0.0003, 0.0001
Si, -0.0198, 2.7313, 13.3863, 0.0002, 0.0021, -0.0005
Si, 2.8354, 0.0443, 13.4707, -0.0003, 0.0014, -0.0002
Si, 0.0321, 8.1244, 13.3772, -0.0007, -0.0007, -0.0011
Si, 2.6748, 5.3447, 13.312, -0.0044, 0.001, -0.0026
Si, 5.5027, 2.681, 13.5691, 0.0005, 0.0017, 0
Si, 8.1524, -0.0626, 13.3502, -0.0004, -0.0006, -0.0015
Si, 5.4656, 8.2131, 13.6663, 0.003, 0.0037, -0.0018
Si, 8.2245, 5.4496, 13.5154, 0.0043, 0, -0.001
Si, 1.1198, 4.2549, 14.7277, -0.0044, -0.0028, -0.0014
Si, 4.4344, 1.0596, 14.9264, -0.0026, 0.0028, 0.003
Si, 1.14, 9.7922, 14.5781, -0.0015, 0.0006, -0.0026
Si, 4.1778, 6.4807, 14.6464, -0.0103, 0.0098, 0.011
Si, 6.5851, 4.3792, 14.8226, 0.0117, -0.0169, -0.001
Si, 9.7225, 1.0923, 14.5929, 0.0035, 0.0013, -0.0033
Si, 6.7703, 9.7964, 14.9571, 0.0018, -0.0056, 0.0024
Si, 9.8696, 6.5567, 14.7963, -0.0002, -0.0006, -0.0046
Si, -1.9654, 0.1767, 27.2568, 0.0006, -0.0028, 0.001
Si, -1.947, 8.5548, 17.0485, 0.0012, -0.0012, -0.0078
Si, 2.1698, 7.0131, 19.3515, 0.0004, 0.0025, -0.0055
Si, 10.4845, 0.307, 21.3439, 0.0012, 0.0003, -0.009
Si, 9.0827, 12.6329, 17.5193, 0.0021, -0.002, -0.0066
Si, 5.0291, 7.4118, 19.3459, -0.0006, 0.0003, -0.0045
Si, 7.7632, 11.5034, 19.8663, -0.0002, 0, -0.0071
Si, 3.7587, 1.7976, 21.2069, 0.001, -0.0019, -0.007
Si, -0.2199, -4.5911, 21.2291, 0.001, 0.0019, -0.0062
Si, -4.7082, 3.1426, 20.2844, 0.0014, -0.0017, -0.0079
Si, -5.1914, 2.9782, 23.0921, 0.0001, -0.0009, -0.0033
Si, 1.0506, 1.1813, 18.6856, 0.0002, -0.0025, -0.0083
Si, 7.8992, -2.4645, 24.3993, 0.0001, 0.0008, -0.0002
Si, 12.4319, 3.8732, 22.2081, -0.0011, -0.0005, -0.0042
Si, 0.9399, 0.9842, 26.5926, 0.0023, -0.0025, -0.0003
Si, 5.3243, -1.8286, 25.4838, -0.0019, 0.0009, 0.0005
Si, -0.25, -8.7218, 23.9547, 0.0007, -0.0008, -0.0004
Si, 14.1052, -8.6195, 28.1591, 0.001, -0.0013, 0.0016
Si, 3.641, 16.5494, 17.4005, 0.0016, -0.0004, -0.0069
Si, 11.9833, 9.3142, 17.4465, -0.0037, -0.0004, -0.0054
Si, 4.4657, -2.2715, 29.5876, 0.0003, -0.0022, 0.0029
Si, 7.5119, 4.2811, 17.8692, 0.0031, 0.0004, -0.0042
Si, 7.8022, -8.6472, 25.1869, -0.0002, -0.0002, -0.0006
Si, 10.6083, -2.1239, 23.0873, 0.001, -0.0002, -0.0026
Si, 6.7516, -6.4884, 29.8839, 0.0011, -0.0002, 0.0021
Si, -1.4328, -2.9305, 26.7756, 0.0001, 0.0012, 0.0014
Si, 8.0494, -4.0393, 19.3649, -0.0023, 0.002, -0.0087
Si, 15.8888, -0.8953, 20.3887, 0.0022, -0.0018, -0.0069
Si, 14.818, 5.3295, 23.6441, 0.0022, 0.0008, -0.0016
Si, 13.7548, 2.8572, 16.9888, -0.0009, -0.0012, -0.0065
Si, 1.297, -1.9752, 25.8029, 0.0017, 0.0007, 0.0017
Si, 8.6345, -10.6427, 30.22, -0.0004, -0.0005, 0.0019
Si, -1.7474, 6.4613, 29.5111, 0.0013, -0.0005, 0.001
Si, 3.326, -0.6239, 27.442, -0.0004, 0.0006, -0.0019
Si, 5.9506, -7.243, 27.3496, -0.0005, 0.0002, -0.0003
Si, 5.3406, -2.8336, 22.9132, -0.0002, 0.0017, -0.0044
Si, 5.1264, 6.1892, 28.4082, 0.0001, -0.0007, 0.0018
Si, 3.646, 6.8229, 26.1973, -0.0009, 0.0022, 0.0002
O, -2.1809, 1.7646, -0.8968, -0.0008, 0.0009, -0.0023
O, 1.5416, -1.5425, -0.4759, -0.0011, -0.0009, 0.0015
O, 1.2764, 4.1633, -0.6788, -0.0024, 0.0004, -0.0057
O, 3.017, 2.7849, 29.6897, 0.0007, -0.0002, 0.0013
N, 1.8143, -0.5099, 26.5932, -0.0017, 0.0017, 0.0012
O, -0.3461, 5.9641, 30.1454, -0.002, 0.0074, 0.0008
O, 9.2481, 2.737, 24.6111, 0.0004, 0.0006, 0.0002
N, 3.8387, 7.5223, -0.8563, -0.0011, 0.0004, -0.0021
O, 3.6394, -4.6349, 27.7175, 0, -0.0001, -0.0002
O, 5.1155, -3.3638, 26.0033, 0.0026, -0.0016, 0.0008
O, 6.871, 3.709, 31.3253, -0.0032, 0.0026, 0.0009
O, 5.0585, -0.8829, 30.1969, 0.0007, -0.0024, -0.0002
O, 5.9757, 5.2752, 27.3546, 0.0008, 0.0009, -0.0004
O, 8.6573, 7.7367, 30.3572, -0.0064, 0.0043, -0.004
O, 0.0769, 5.4115, 15.2692, 0.0038, 0.0029, 0.0038
O, 1.7098, 3.4362, 16.0145, 0.0033, -0.0009, 0.0001
O, 3.6976, 1.6624, 16.2606, -0.0004, 0.0011, 0.0031
O, 0.77, 3.323, 23.5088, -0.0005, 0.0016, 0.0019
O, 1.6983, 9.1257, 15.958, 0.0018, -0.0006, 0.0028
O, 0.0228, 10.918, 15.0359, -0.0014, -0.0004, 0.0049
O, 3.3124, 6.4992, 16.0457, 0.0006, -0.0014, 0.0027
O, 5.4256, 5.4985, 15.0154, -0.0011, 0, -0.0149
O, 6.99, 4.0529, 16.3662, -0.0113, 0.0127, 0.0123
O, 4.9165, 6.4695, 18.0255, 0.0015, 0.0002, 0.0027
O, 10.3495, -1.5729, 17.3514, -0.001, -0.0001, -0.0005
O, 7.7582, 9.3533, 16.2187, 0.0005, 0.0017, 0.0036
O, 5.609, 10.8827, 15.4376, 0.0017, -0.0029, -0.0085
O, 8.7017, 14.1007, 18.0447, -0.0014, -0.0024, -0.001
O, 9.2826, 7.2496, 16.1503, -0.0051, 0.0005, 0.0038
O, 0.8178, -1.8343, 24.2583, -0.001, 0.0024, 0.0001
O, 4.8672, -1.8548, 19.0691, 0.0008, 0.001, 0.0019
O, -0.5542, 1.2766, 22.6304, 0.0014, 0.0013, 0.0036
O, -0.2556, 1.5952, 17.8738, 0.0012, 0.0014, 0.0017
O, 8.1473, 11.5404, 18.2857, 0.0012, -0.0011, 0.0051
O, 9.1877, 17.3066, 20.4884, 0.0028, 0.0018, 0.0068
O, 7.4097, 2.1148, 20.3426, 0.0007, 0.0016, 0
O, 8.918, 12.4912, 15.9241, -0.0015, -0.0003, 0.0049
O, 3.8219, 11.087, 20.7266, -0.0009, 0.0024, 0.0018
O, 10.5979, 7.1956, 22.5934, 0.0037, 0.0008, 0.0039
O, 8.1074, 11.7616, 26.0332, -0.0011, -0.0001, 0.0005
O, -1.7583, -1.7113, 23.635, -0.0004, -0.0003, 0.001
O, 4.5745, 12.77, 22.6148, 0.0005, 0.0011, 0.0039
O, 0.9239, 6.9605, 20.3324, -0.0037, -0.0003, 0.0008
O, -2.4811, 8.1996, 18.5442, -0.0008, -0.0002, 0.0038
O, 6.9562, -7.681, 26.1764, 0.0022, -0.0003, -0.0001
O, -5.7324, 8.8712, 21.5559, 0.0009, -0.0019, 0.0035
O, 10.9917, -1.1478, 21.8497, 0.0012, -0.0019, 0.0012
O, -4.5056, 4.0789, 19.0046, -0.0021, 0.0007, 0.0057
O, 3.6067, 7.109, 20.1361, 0.0004, 0.0002, 0.0032
O, 3.3534, -5.1901, 25.1042, -0.0012, -0.0017, 0.0004
O, 11.4303, -9.5872, 25.0541, 0.0008, 0.0005, 0.0007
O, 3.9177, -6.7963, 17.2135, 0.0027, -0.0005, 0.0033
O, 15.8671, -6.747, 23.9729, 0.0009, 0.0014, 0.003
O, -4.6605, 3.7912, 21.7738, 0.0008, -0.0002, 0.0048
O, 17.486, 3.2187, 28.7758, 0.0014, -0.001, 0.0012
O, 1.8358, 2.1788, 27.2774, -0.0013, 0.001, -0.0006
O, 5.5718, 7.7352, 28.7501, 0.001, 0.0012, -0.0026
O, 4.62, -4.2754, 22.9227, -0.0011, -0.0009, 0.0021
O, -6.2085, -1.8324, 24.0034, 0.0006, 0.002, 0.0008
N, 7.5341, -11.6896, 31.0943, -0.0017, 0.0003, 0.0026
O, 0.6271, 0.9265, 20.2391, -0.003, -0.0011, 0.0069
O, 3.6509, 0.7164, 28.271, 0.0007, 0.0004, -0.0001
O, 15.486, -0.7751, 26.4445, 0.0021, -0.0011, -0.0002
O, 6.9152, -3.1174, 23.2792, 0.0003, -0.0011, 0.001
O, 11.2498, 4.7597, 21.4522, 0.0023, -0.0022, 0.0015
O, 12.4947, -0.1742, 18.0573, -0.0021, 0.003, 0.0019
O, 13.2296, 5.7198, 18.3886, -0.0018, 0, 0.0019
O, -1.9065, -12.2968, 27.0513, 0.0035, -0.0008, 0.0015
O, -4.0592, 2.1378, 23.889, -0.0001, -0.0018, 0.0001
O, 4.6797, 2.5354, 20.0897, 0.0008, -0.0008, 0.0021
O, 6.448, -0.2138, 20.2037, -0.0006, 0.0006, 0.0019
O, 2.1941, 2.3058, 18.3717, -0.0009, -0.0006, 0.0036
O, 13.6191, -6.016, 22.6708, 0.0015, 0, 0.0001
O, 6.5208, -3.846, 19.9602, 0.0013, -0.0008, 0.0023
O, 11.0343, -2.8302, 26.5477, 0.0015, -0.0017, 0.0012
O, -0.4771, 0.82, 27.367, -0.0012, 0.0002, 0.0007
N, 5.356, -5.4922, 29.9046, -0.0009, 0.0001, -0.0001
O, 3.313, -1.8253, 28.5337, -0.0008, -0.0003, 0.0005
O, 2.3403, -8.2532, 21.4222, -0.0024, 0.0006, 0.0016
O, 15.2857, -7.7997, 27.3619, -0.0003, 0.0001, 0.0001
O, -2.2513, -3.4628, 25.4656, -0.001, -0.0009, -0.0005
O, 8.0922, -5.144, 18.1879, 0.0047, -0.0007, 0.0045
O, 9.03, 0.0813, 20.6859, 0.0021, -0.0008, 0.0049
O, 12.699, 8.2294, 18.3715, 0.0047, -0.0017, 0.0031
O, 9.2321, -3.9698, 27.9751, 0.0021, -0.0001, -0.001
O, 8.0946, 5.2402, 29.607, 0.0009, -0.0019, 0.0008
O, -0.6978, -11.1896, 30.3174, 0.0013, 0.0008, 0.0007
O, 13.4897, -2.8775, 25.928, 0.0002, 0.0005, 0
O, 17.7807, -1.5163, 25.279, 0.0026, -0.0016, 0.0016
O, 8.1778, 0.377, 28.6762, 0.0005, -0.0047, -0.0009

Results
free energy: -136306.085 eV
free energy less fixed offsets of N -386.36, O -570.45, Si -639.56 eV per atom: -0.905 eV

The program warned: the cutoff lies below the one the program advises for these potential files; the forces do not sum to zero within the program's tolerance; empty levels may hold ghost states of the PAW files; the exchange-correlation potential is rough where the density is thin.
